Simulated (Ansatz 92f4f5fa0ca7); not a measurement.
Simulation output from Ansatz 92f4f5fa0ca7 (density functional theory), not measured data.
Periodic cell of 228 atoms, Si140O88, from a study of silicon, its oxide and their interface. The atomic structure is a simulated model.
This geometry differs little from another in the collection (a relaxation step or a small displacement).

Settings: functional r2SCAN; potential files Ansatz PAW; basis plane waves; wave-function cutoff 800 eV; density cutoff ratio 5; exchange-correlation grid ratio 1; k mesh 1 x 1 x 1, shifted by 0.5 0.5 0 of a step; self-consistency stop 1e-10 eV per atom in the density residual; occupations fixed; spin none; net charge 0.

Cell vectors (angstrom)
a	10.888	0	0
b	0	10.888	0
c	0	0	32.6583

Atoms: element, x, y, z (angstrom)
Si	0.5214	-0.4924	-0.0965
Si	2.2951	3.313	-0.1402
Si	0.0472	5.4591	0.3595
Si	2.7603	8.2353	0.3635
Si	5.3795	-0.0225	0.2542
Si	8.2395	2.9207	-0.0522
Si	5.0051	6.0757	-0.1354
Si	8.7413	7.6628	0.012
Si	1.3871	1.4137	1.1129
Si	4.0133	4.2993	1.1804
Si	1.4088	6.8364	1.6271
Si	4.0741	9.6122	1.6709
Si	6.8886	1.4403	1.2721
Si	9.4861	4.0896	1.5277
Si	6.831	6.8557	1.2317
Si	9.7218	9.4161	1.2856
Si	0.0181	2.6244	2.6739
Si	2.6466	0.1737	2.7597
Si	0.0113	8.1958	2.8806
Si	2.8007	5.4416	2.8317
Si	5.4132	2.8218	2.5534
Si	8.269	-0.0114	2.5863
Si	5.5653	8.1858	2.7664
Si	8.0518	5.4757	2.7442
Si	1.3694	4.0301	4.0626
Si	4.0952	1.4746	4.038
Si	1.366	9.6193	4.1448
Si	4.1735	6.825	4.1304
Si	6.7375	4.085	4.0689
Si	9.5587	1.3095	4.0623
Si	6.9	9.5789	4.0591
Si	9.4689	6.8062	4.1141
Si	-0.0088	0.0167	5.5151
Si	2.7282	2.7396	5.4716
Si	-0.0175	5.412	5.4048
Si	2.7623	8.2087	5.4301
Si	5.459	0.0433	5.3693
Si	8.1583	2.7064	5.3779
Si	5.4576	5.4383	5.5027
Si	8.1686	8.1905	5.4818
Si	1.3754	1.3734	6.8444
Si	4.07	4.0923	6.8332
Si	1.3618	6.8068	6.7423
Si	4.1165	9.5611	6.7916
Si	6.8061	1.3653	6.7681
Si	9.5154	4.0581	6.7829
Si	6.8175	6.8113	6.8395
Si	9.5281	9.5241	6.8428
Si	-0.0136	2.7218	8.1853
Si	2.7362	-0.0052	8.1895
Si	0.0109	8.1409	8.1479
Si	2.6973	5.4596	8.147
Si	5.4386	2.7021	8.147
Si	8.143	0.0012	8.1541
Si	5.4421	8.1743	8.1783
Si	8.1748	5.4227	8.1762
Si	1.3583	4.1014	9.5246
Si	4.1101	1.3527	9.5485
Si	1.3471	9.4989	9.5224
Si	4.0554	6.7993	9.5164
Si	6.773	4.0615	9.5139
Si	9.4937	1.3421	9.5254
Si	6.817	9.5233	9.5355
Si	9.5494	6.7877	9.5257
Si	-0.0531	-0.0497	10.8763
Si	2.7362	2.743	10.871
Si	0.0174	5.4508	10.9114
Si	2.6905	8.1288	10.89
Si	5.4593	-0.0356	10.9148
Si	8.1194	2.6989	10.8762
Si	5.4048	5.4178	10.8747
Si	8.1761	8.1395	10.8825
Si	1.3416	1.3488	12.136
Si	4.0524	4.0993	12.3053
Si	1.3708	6.7907	12.3279
Si	4.0729	9.4585	12.2197
Si	6.8128	1.3232	12.2902
Si	9.4866	4.0837	12.1815
Si	6.7797	6.7777	12.1986
Si	9.5273	9.4467	12.3073
Si	-0.0281	2.708	13.4627
Si	2.672	-0.0377	13.4714
Si	0.0175	8.1127	13.7417
Si	2.7003	5.447	13.7573
Si	5.4158	2.6948	13.618
Si	8.155	-0.0859	13.6602
Si	5.3911	8.0495	13.5931
Si	8.1517	5.4555	13.557
Si	1.2243	4.0401	14.949
Si	3.9376	1.3483	14.8578
Si	1.4469	9.5384	15.0062
Si	4.0578	6.8245	15.1631
Si	6.9432	3.9448	14.8815
Si	8.487	2.6935	16.0827
Si	6.6066	9.5231	14.9202
Si	9.5447	6.6704	15.0652
Si	0.5868	0.4619	16.1926
Si	2.1669	2.2622	16.0695
Si	-0.383	5.0211	16.4293
Si	3.2195	8.7029	16.3232
Si	4.8623	-0.3676	16.0985
Si	9.7036	1.2199	14.8527
Si	5.4335	5.8762	16.8684
Si	7.4235	8.2778	16.6987
Si	2.4106	-15.496	23.735
Si	-1.3603	-3.3494	24.1431
Si	20.2767	-5.3559	21.9301
Si	4.8105	11.4738	22.8003
Si	-3.7244	-1.4047	30.9351
Si	7.3231	-1.0953	19.3879
Si	-5.9128	14.7869	19.2205
Si	14.6866	12.4174	30.6272
Si	-19.6514	-0.3355	28.8996
Si	-12.3387	-7.5904	24.0207
Si	14.6506	4.031	26.4622
Si	17.7514	4.8583	30.3875
Si	8.654	6.6609	28.5749
Si	-12.4074	22.5732	30.7457
Si	26.9302	5.2091	23.9252
Si	5.8964	-7.8198	21.8069
Si	-10.6124	-10.7389	26.7711
Si	37.6243	-2.0493	21.061
Si	9.6109	21.0289	21.244
Si	11.3517	5.644	19.4035
Si	-8.7397	2.9831	19.1463
Si	-14.8517	19.9909	27.9931
Si	-5.07	-8.2705	28.4139
Si	-3.8489	18.011	22.7879
Si	11.713	11.062	19.3239
Si	2.383	8.2462	19.4076
Si	17.3761	44.8841	18.1331
Si	20.5609	5.3373	26.1287
Si	4.0955	9.2419	26.9361
Si	13.4392	-0.2361	24.6193
Si	-2.3784	0.8959	27.8265
Si	-20.9458	8.7727	23.0324
Si	-10.5373	19.2298	28.185
Si	2.6071	-4.2111	26.8862
Si	22.9345	3.9484	24.9939
Si	18.6302	1.175	22.8913
O	6.044	9.6199	-0.583
O	-10.9314	-1.4397	-5.6139
O	3.8931	5.9261	-9.4682
O	1.0866	4.4234	-0.4593
O	-5.1844	3.9095	-9.4986
O	-27.066	5.64	-1.6041
O	1.3092	9.1728	-3.4365
O	2.992	13.7605	-1.5728
O	1.1296	0.6421	-4.5881
O	2.6748	0.4556	-2.4751
O	19.3563	9.331	-12.2272
O	20.0034	16.3043	-5.0231
O	3.8322	7.2237	-0.4338
O	36.1006	20.5002	-7.1536
O	9.8722	6.5122	-0.3996
O	7.6855	12.6722	-15.4948
O	12.53	-1.2013	19.6084
O	9.3052	1.2398	29.2042
O	1.8626	-0.9275	23.3321
O	-15.409	3.9542	29.1428
O	-9.1597	7.4318	22.8294
O	-4.4954	18.0257	17.2502
O	19.6847	-3.2962	16.2032
O	6.3413	-10.3833	23.4073
O	-0.9477	7.6374	28.877
O	20.2952	-6.8571	22.559
O	18.2007	2.2778	21.7747
O	13.3775	14.2091	25.7014
O	4.8886	5.2152	18.2664
O	13.7993	8.2408	17.8695
O	-3.1147	9.2474	17.9397
O	13.3431	-8.0294	17.5652
O	-0.7298	5.6615	20.5096
O	9.7353	22.7513	26.7131
O	-14.6471	12.7023	27.7968
O	-7.7924	-5.6817	27.3708
O	-0.1923	-0.0513	31.1355
O	28.9555	0.5293	19.364
O	-2.0137	-6.5937	25.1801
O	25.537	29.4925	27.319
O	16.5942	-1.5159	26.9698
O	-14.3276	3.9016	31.5659
O	-17.0132	1.8921	21.8299
O	-0.0171	5.7525	17.8465
O	-2.0652	0.0989	22.3671
O	-13.802	5.9118	29.8524
O	10.0833	6.4516	23.0717
O	-10.5797	21.9605	17.7861
O	4.5415	-11.6356	21.9255
O	15.6223	15.6448	25.4028
O	-8.4209	-4.1174	25.2765
O	-1.4298	-7.0813	16.816
O	-6.1811	3.0052	27.287
O	9.3314	-8.8097	31.7233
O	33.0053	-6.0278	26.0816
O	27.6169	14.9926	20.5679
O	38.534	7.8859	21.9979
O	43.0665	11.1399	20.2567
O	-5.2521	13.5329	18.4582
O	7.5487	-14.1583	27.8526
O	23.4679	1.5111	19.6459
O	-2.389	1.9937	24.0574
O	18.76	17.0121	21.7953
O	-20.475	22.119	25.507
O	-11.0934	-13.1216	24.2786
O	8.1176	8.0932	23.5492
O	-2.8737	-10.9283	30.9953
O	-7.2689	8.1583	20.4568
O	1.105	4.1575	19.5143
O	3.4479	21.1208	28.0256
O	8.0433	-11.5365	27.7558
O	-5.9232	1.7666	29.521
O	23.3639	26.6599	23.7383
O	-9.6748	-3.7609	27.5604
O	-15.4217	6.2788	23.9854
O	23.2162	6.9336	19.6429
O	-4.6119	4.6891	16.1848
O	14.5598	0.7563	23.9602
O	6.4174	9.2683	29.5295
O	-13.6156	-2.6304	31.2564
O	-1.4703	-14.9369	25.5811
O	21.6198	-1.7827	21.7892
O	-16.3103	11.1357	17.4937
O	14.4165	3.4845	19.7818
O	1.7041	9.2725	32.2351
O	4.5064	11.8304	31.9441
O	10.9751	2.8854	24.4023
O	-5.0029	9.2028	19.7909

Results
free energy: -139740.067 eV
free energy less fixed offsets of O -570.45, Si -639.56 eV per atom: -2.067 eV

Forces (eV/angstrom), in the order of the atoms: element, x, y, z
Si	-0.0068	0.0465	0.153
Si	-0.0085	-0.0076	0.154
Si	0.0067	-0.0059	0.1234
Si	0.0047	-0.0156	0.0896
Si	0.0586	-0.0116	0.11
Si	0.0072	-0.0488	0.1011
Si	0.0101	-0.0058	0.157
Si	-0.0118	-0.0007	0.126
Si	-0.006	-0.0208	0.0356
Si	0.0192	-0.0357	0.0017
Si	-0.0078	-0.0001	0.0137
Si	0.0012	-0.0041	0.0366
Si	-0.026	-0.0229	-0.0286
Si	0.0439	0.035	0.0132
Si	0.0009	-0.0123	0.0699
Si	-0.0098	0.0273	0.0161
Si	-0.012	0.0545	0.0415
Si	0.0548	-0.0487	0.0266
Si	0.0225	-0.027	0.0342
Si	-0.0497	0.0447	0.0556
Si	-0.0183	0.0105	0.0357
Si	0.0164	-0.0152	0.0281
Si	-0.0292	0.0375	0.0483
Si	0.0464	-0.026	0.0327
Si	0.0081	0.0121	-0.0224
Si	0.0041	-0.0137	-0.0166
Si	-0.0129	-0.0003	-0.0102
Si	-0.0082	0.0128	-0.0198
Si	0.028	0.001	-0.0229
Si	0.0154	0.0134	-0.0228
Si	-0.0279	-0.0098	-0.0156
Si	-0.0005	0.0197	-0.014
Si	0.0012	-0.0117	0.0087
Si	-0.0037	0.0026	-0.0041
Si	0.0058	-0.0058	0.0184
Si	0.0048	0.0031	0.0164
Si	0.0176	0.0191	0.017
Si	-0.0189	-0.0234	0.0162
Si	-0.0034	0.0003	0.0084
Si	0.0101	0.0045	0.0052
Si	0.0032	-0.0089	0.0168
Si	-0.003	-0.0002	0.0074
Si	-0.0014	0.0088	0.0208
Si	0.0034	0.008	0.0068
Si	0.0017	0.0059	-0.014
Si	-0.003	-0.0041	0.0036
Si	-0.0034	0.0095	0.0163
Si	0.0176	0.0103	0.0086
Si	0.0181	-0.0163	-0.0012
Si	-0.0168	0.0148	0.0143
Si	-0.0215	0.0126	0.0003
Si	0.0159	-0.0051	-0.005
Si	0.0056	0	0.0003
Si	-0.012	-0.0099	-0.0011
Si	-0.009	0.003	0.0042
Si	0.0059	0.0064	0.0003
Si	-0.0431	-0.01	-0.0151
Si	-0.0202	-0.0185	-0.0155
Si	0.0456	0.0047	-0.0037
Si	0.0179	0.0199	-0.017
Si	0.0037	-0.0154	-0.0093
Si	0.0153	0.0139	-0.0211
Si	0.0172	-0.0182	-0.0157
Si	0.0016	-0.0288	0.0044
Si	0.0307	-0.002	-0.0015
Si	0.0211	-0.0464	-0.0087
Si	0.0297	-0.0157	0.0014
Si	-0.0481	0.0316	-0.0049
Si	-0.0182	0.0386	-0.0116
Si	0.0266	-0.0173	-0.0036
Si	-0.0285	0.0105	0.0078
Si	-0.0094	0.0233	0.0023
Si	-0.0271	0.0278	-0.0372
Si	-0.0298	0.0013	0.0299
Si	-0.0072	-0.0092	-0.0023
Si	0.0077	-0.006	-0.0154
Si	-0.0026	-0.0256	-0.0348
Si	0.0079	-0.0137	0.0076
Si	-0.0053	0.0154	0.0059
Si	0.0114	-0.0113	0.0092
Si	0.002	0.0168	-0.0224
Si	-0.0081	0.0067	-0.0289
Si	-0.0491	-0.0798	-0.047
Si	-0.0151	-0.0263	-0.0248
Si	0.0916	0.0286	-0.0527
Si	-0.0047	0.0512	-0.0667
Si	0.0035	-0.0003	-0.0158
Si	0.0329	-0.051	0.0695
Si	-0.0187	0.0157	0.0104
Si	-0.0421	0.0359	0.0849
Si	0.0121	0.0072	0.0916
Si	-0.0676	0.0169	0.0231
Si	0.0533	-0.091	-0.1327
Si	-0.0263	0.0167	-0.1653
Si	0.0014	-0.0134	0.0237
Si	0.1008	-0.0011	-0.1184
Si	0.1005	0.0098	-0.2378
Si	-0.0271	-0.0469	-0.2325
Si	0.0095	-0.0181	-0.2169
Si	0.0395	0.0059	-0.2485
Si	-0.0579	-0.0323	-0.1625
Si	0.0091	0.0091	0.0168
Si	-0.0316	0.1082	-0.1398
Si	-0.0177	0.0142	-0.1329
Si	0.0349	0.0092	0.0536
Si	-0.0468	0.0092	0.0055
Si	0.0205	0.0114	-0.113
Si	0.0236	-0.0141	-0.0528
Si	0.0442	-0.0169	0.107
Si	0.0023	0.0363	-0.2156
Si	-0.0397	0.0131	-0.2167
Si	-0.0014	0.0306	0.1238
Si	0.0082	0.035	0.1295
Si	-0.04	-0.0226	-0.0178
Si	0.0479	-0.032	0.1189
Si	-0.0579	-0.0308	0.1685
Si	-0.0528	0.0396	0.1516
Si	0.0375	-0.0062	0.1583
Si	0.0055	-0.0221	0.0084
Si	-0.0118	-0.0413	-0.1142
Si	-0.0288	-0.0251	0.1358
Si	0	0.0328	-0.1355
Si	-0.0409	0.0535	-0.1816
Si	0.0247	-0.0062	-0.2909
Si	0.018	-0.0303	-0.2368
Si	0.0213	0.0493	0.1626
Si	0.0355	-0.0231	0.2066
Si	-0.0024	0.029	-0.05
Si	-0.0186	0.0246	-0.2309
Si	0.0266	0.0332	-0.2763
Si	-0.0045	-0.1054	-0.1958
Si	-0.0448	0.0178	0.1101
Si	0.0304	0.0548	0.0954
Si	0.0313	-0.0051	0.065
Si	-0.0457	0.0046	0.1581
Si	-0.0105	0.0829	-0.039
Si	-0.01	0.0598	0.088
Si	-0.0191	0.0656	0.116
Si	0.0012	0.0019	0.0441
Si	-0.0219	-0.0217	-0.0396
O	0.0025	-0.0198	-0.0432
O	-0.0091	0.0015	-0.0537
O	-0.0234	0.0062	-0.0259
O	0.0498	-0.033	-0.0721
O	0.0096	0.0203	0.0403
O	0.0375	-0.0246	-0.118
O	-0.0095	-0.0381	-0.0134
O	0.0308	-0.0251	-0.1056
O	-0.0299	0.0282	-0.0762
O	-0.0221	-0.0412	-0.0604
O	0.0457	-0.0221	0.0908
O	0.0333	-0.0425	-0.0767
O	0.0166	-0.0242	-0.052
O	-0.0229	-0.0135	-0.0558
O	-0.0342	0.0617	-0.0629
O	-0.0223	-0.0376	0.1278
O	-0.0113	-0.0306	0.0888
O	-0.0017	0.0131	-0.1285
O	-0.0104	-0.0196	-0.0145
O	-0.019	-0.0193	-0.1136
O	0.0004	-0.0325	-0.0073
O	-0.0249	-0.0344	0.0392
O	-0.0115	0.0208	0.024
O	0.0146	-0.0097	0.0104
O	0.0111	-0.0038	-0.0365
O	-0.0019	-0.0161	0.0122
O	0.0131	0.0115	0.0094
O	-0.0164	-0.0053	-0.0322
O	-0.0252	-0.0682	0.1539
O	-0.0564	-0.0733	0.2503
O	0.0258	0.0678	0.1442
O	0.0155	0.0484	0.198
O	-0.0774	-0.0021	0.1191
O	0.0341	0.0147	-0.0597
O	0.0105	-0.0094	-0.0535
O	-0.0038	-0.0241	-0.0267
O	-0.0127	-0.0103	-0.1146
O	0.0342	0.0196	0.1201
O	-0.0006	-0.0009	-0.018
O	-0.0024	-0.0437	-0.0219
O	-0.0281	-0.0092	-0.0597
O	-0.059	0.0842	-0.0606
O	-0.021	0.0023	0.017
O	0.0247	0.0283	0.1926
O	-0.0133	0.0153	0.0578
O	0.0591	0.0381	-0.0761
O	0.0371	-0.0137	0.0205
O	-0.0037	-0.0124	0.2273
O	-0.0279	0.025	0.0508
O	0.0092	0.0119	-0.0257
O	-0.0289	-0.0077	-0.066
O	-0.0083	0.0211	0.1095
O	-0.086	0.0439	-0.1098
O	0.0326	-0.0201	-0.046
O	0.033	-0.007	-0.012
O	0.0267	0.0043	0.1129
O	0.0102	-0.0351	0.0549
O	-0.0559	-0.015	0.1095
O	-0.0286	0.0287	0.0702
O	0.003	-0.0333	-0.0778
O	0.0104	-0.0069	0.0973
O	0.0181	0.0131	0.0189
O	-0.0147	-0.0095	0.0111
O	0.0185	0.0246	-0.054
O	-0.0001	-0.0275	0.0268
O	0.0189	0.004	0.0196
O	-0.0106	0.0066	-0.0261
O	0.0445	-0.0225	0.1002
O	-0.012	0.0037	0.1083
O	0.0286	-0.0278	-0.0561
O	0.0174	-0.0203	-0.0606
O	0.0371	0.0232	-0.113
O	-0.0088	0.0117	-0.05
O	0.0176	-0.0496	-0.0463
O	-0.0194	-0.0076	0.0229
O	-0.0194	-0.0238	0.0779
O	-0.0101	-0.0056	-0.0147
O	-0.0244	0.0153	0.0126
O	-0.0231	-0.0129	-0.1155
O	0	0.0176	-0.0995
O	0.0076	0.0164	-0.0072
O	0.0314	-0.0765	0.0491
O	0.0719	0.0912	0.1806
O	0.0195	0.0005	0.127
O	-0.0204	0.0111	-0.0775
O	-0.0733	0.0702	-0.0635
O	0.0305	0.0129	-0.0163
O	-0.0397	-0.0371	0.0599

The program warned: the cutoff lies below the one the program advises for these potential files; the forces do not sum to zero within the program's tolerance; empty levels may hold ghost states of the PAW files; the exchange-correlation potential is rough where the density is thin.
